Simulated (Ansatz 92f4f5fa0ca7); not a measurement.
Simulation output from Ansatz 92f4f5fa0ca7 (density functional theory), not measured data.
Periodic cell of 237 atoms, Si145O90As2, from a study of silicon, its oxide and their interface. The atomic structure is a simulated model.
Doubt: the cutoff is far below the 930 eV that the study's wrapper takes by default for these files, so forces and energies are approximate.
This geometry differs little from another in the collection (a relaxation step or a small displacement).

Settings: functional PBE; potential files Ansatz PAW; basis plane waves; wave-function cutoff 580 eV; density cutoff ratio 5; exchange-correlation grid ratio 1; k mesh 1 x 1 x 1, Gamma-centred; self-consistency stop 5e-08 eV per atom in the density residual; occupations fixed; spin none; net charge 0.

Cell vectors (angstrom)
a  11.6015  0  0
b  0  10.938  0
c  0  0  32.0622

Atoms and the computed forces on them: element, x, y, z (angstrom), force x, y, z (eV/angstrom)
Si  -0.2214  -0.0477  23.2873  -0.0002  0.0001  -0.001
Si  3.6589  0.2006  23.1146  -0.0009  0.0002  0.0004
Si  7.5355  -0.1184  23.4583  0  0.0007  -0.0005
Si  1.6741  1.3782  23.4106  0.0008  -0.0022  -0.0013
Si  5.7163  1.4167  23.1997  0.001  -0.0009  -0.0018
Si  9.4256  1.2482  23.3827  0.0015  -0.0012  0.0001
Si  0.1304  5.3139  23.4711  -0.0017  -0.0001  -0.0032
Si  4.0978  5.3173  23.4129  0.0013  -0.0006  -0.0019
Si  8.0043  5.6327  23.5333  0.0001  -0.0015  -0.0016
Si  2.1249  6.586  23.3495  -0.0002  0.0018  -0.0031
Si  5.934  6.7946  23.5006  0.0001  0.0008  0
Si  9.9894  6.8802  23.5875  0.0016  0.0019  -0.0047
Si  1.8884  2.6719  25.3759  0.0008  -0.0004  -0.0001
Si  5.8167  2.6715  25.2597  0.0008  0.0004  -0.0011
Si  9.6094  2.7083  25.2743  -0.0002  0  -0.0002
Si  11.5833  4.0137  25.3991  0.0006  -0.0004  0.0015
Si  3.8751  3.9834  25.3308  -0.0005  0.0006  0.0009
Si  7.723  4.1172  25.341  0.0006  0.0016  0.001
Si  1.9592  8.1558  25.1796  0.0001  0.0001  0.0012
Si  5.7666  8.1809  25.3887  -0.0011  0  0.0007
Si  9.6988  8.2711  25.4265  -0.0004  0.0004  0.0016
Si  11.6276  9.5673  25.2643  -0.0006  0.0002  -0.0009
Si  3.8547  9.5918  25.0785  0  0.0001  -0.0005
Si  7.6812  9.5325  25.4158  0.0006  0.0005  -0.0003
Si  11.6385  -0.004  27.2076  -0.0007  -0.001  0.0001
Si  3.8897  -0.0489  27.1216  0.0004  -0.0001  -0.0012
Si  7.7486  -0.0051  27.2913  0.0006  -0.0007  0.0004
Si  1.9743  1.3177  27.2723  0.0005  0.0003  0.0005
Si  5.8161  1.3296  27.2069  -0.0006  -0.0001  -0.0003
Si  9.6843  1.3413  27.2124  0.0009  0.0002  -0.0005
Si  11.5846  5.4785  27.2462  0.0006  0.0009  0.0002
Si  3.8345  5.4294  27.2225  -0.0001  -0.0002  0.0001
Si  7.7012  5.4701  27.2714  0.0003  -0.0007  0.0002
Si  1.9283  6.8355  27.1751  -0.0004  -0.0007  -0.0005
Si  5.7487  6.8038  27.2869  0.0012  -0.0004  0
Si  9.6451  6.8216  27.2813  -0.0008  0.0004  0.0001
Si  1.9404  2.7215  29.1725  -0.0018  0.0004  0.0007
Si  5.7865  2.7156  29.1435  0.0008  0.0002  0.0021
Si  9.6762  2.7286  29.1481  -0.0012  0.0001  0.0023
Si  0.0092  4.0978  29.1669  0.0005  -0.0014  -0.0006
Si  3.8588  4.0899  29.1694  0.0011  0.0004  -0.0002
Si  7.7252  4.0791  29.1758  0.0006  0.0007  -0.0021
Si  1.9389  8.1918  29.1352  0.0003  -0.0004  0.0004
Si  5.7812  8.2006  29.1829  0.001  -0.0001  -0.0018
Si  9.6676  8.2087  29.1871  0.0013  -0.0002  -0.0024
Si  0.0048  9.5647  29.1499  0.0001  0.0017  0.0021
Si  3.8652  9.5783  29.1215  -0.0017  0.0011  0.0039
Si  7.726  9.5486  29.1927  -0.0008  0.0004  -0.0005
Si  0  0  31.0965  0.0511  0.0165  -0.0819
Si  3.8672  0  31.0965  -0.0402  -0.0518  -0.2775
Si  7.7343  0  31.0965  -0.036  0.0929  0.1137
Si  1.9336  1.3673  31.0965  -0.0187  -0.0514  0.1059
Si  5.8008  1.3673  31.0965  -0.0053  -0.0354  -0.1089
Si  9.6679  1.3673  31.0965  0.0222  -0.083  -0.0495
Si  0  5.469  31.0965  -0.0072  0.0157  0.0607
Si  3.8672  5.469  31.0965  0.0423  0.0401  0.0261
Si  7.7343  5.469  31.0965  -0.0087  -0.0046  0.0269
Si  1.9336  6.8362  31.0965  0.0158  -0.0008  -0.147
Si  5.8008  6.8362  31.0965  -0.0485  -0.0576  0.1015
Si  9.6679  6.8362  31.0965  0.0313  -0.1475  0.1332
Si  1.9336  2.7345  0.9679  -0.0602  0.0463  -0.0079
Si  5.8008  2.7345  0.9679  0.0269  0.1363  -0.2825
Si  9.6679  2.7345  0.9679  0.0127  0.0061  0.0682
Si  0  4.1018  0.9679  -0.0347  0.0614  0.0076
Si  3.8672  4.1018  0.9679  -0.0513  -0.015  0.1014
Si  7.7343  4.1018  0.9679  0.1306  0.0204  0.1101
Si  1.9336  8.2035  0.9679  -0.016  0.0137  -0.0283
Si  5.8008  8.2035  0.9679  -0.0223  -0.0171  0.0567
Si  9.6679  8.2035  0.9679  0.0309  0.0557  0.2022
Si  0  9.5708  0.9679  -0.0707  0.0536  0.088
Si  3.8672  9.5708  0.9679  -0.0196  -0.0194  -0.3144
Si  7.7343  9.5708  0.9679  0.0448  -0.0504  0.1054
Si  11.6245  0.0226  2.9063  -0.0047  -0.0042  -0.0001
Si  3.8161  0.0818  2.8125  -0.0006  -0.0186  0.013
Si  7.7626  0.0064  2.9097  -0.001  -0.0048  0.0013
Si  1.9009  1.4575  2.9442  -0.0002  -0.0053  -0.0009
Si  5.8199  1.3358  2.8414  -0.002  0.0064  -0.0001
Si  9.6718  1.3793  2.9266  0.0033  0.0019  -0.0011
Si  11.5858  5.4506  2.9221  0.0007  0.0052  -0.0091
Si  3.8587  5.4419  2.9343  -0.0061  0.0043  -0.0003
Si  7.7699  5.5095  2.8895  0.0097  0.0006  -0.0003
Si  1.921  6.8008  2.8714  -0.0002  -0.0017  0.0028
Si  5.8174  6.8017  2.8799  -0.0003  0.0001  0.011
Si  9.6978  6.8879  2.9594  -0.0083  -0.0074  0.0013
Si  1.8431  2.4915  5.0786  -0.0062  0.0592  -0.0659
Si  5.7763  2.8851  4.6107  0.0173  -0.0046  0.0173
Si  9.599  2.8  4.8403  0.0006  0.004  -0.0085
Si  11.6114  4.0377  4.8262  -0.0011  0.001  -0.0003
Si  3.7262  4.0018  4.8424  0.0121  0.012  -0.0048
Si  7.724  4.233  4.8796  -0.01  0.007  -0.0028
Si  1.9275  8.1506  4.8044  -0.0079  -0.0042  -0.0065
Si  5.8226  8.2252  4.7568  -0.0171  0.0058  -0.0017
Si  9.7144  8.2912  4.9342  0.0021  0.0032  -0.0042
Si  11.6803  9.6578  4.8924  -0.0062  -0.001  0.0113
Si  3.8568  9.494  4.5672  0.0112  0.0057  0.0203
Si  7.7567  9.6185  4.8801  -0.0061  -0.0014  0.0034
Si  11.6753  0.137  6.8583  0.07  0.0274  -0.0164
As  4.1433  -0.4772  6.6738  -0.0212  0.0438  -0.0017
Si  7.8423  -0.0076  6.9104  -0.0055  0.0241  -0.0069
Si  2.2985  0.739  7.606  -0.0233  0.1205  0.0074
As  5.8365  1.289  6.3956  0.0052  -0.0338  -0.0327
Si  9.7748  1.5628  6.8496  -0.0146  -0.0185  0.0123
Si  11.5226  5.4726  6.7152  0.0014  0.0088  0.0132
Si  3.9629  5.3942  6.7647  -0.0081  -0.0004  0.0084
Si  7.6927  5.6642  6.841  0.0007  0.0024  -0.0005
Si  1.9708  6.6453  6.671  0.0044  -0.0078  -0.0032
Si  5.761  6.986  6.7634  0.0112  0.0002  -0.0081
Si  9.7103  6.9842  6.9411  -0.0045  -0.0028  0.0022
O  9.8166  7.8395  8.404  0.0116  0.008  -0.0005
O  7.4191  10.061  8.2685  -0.0023  -0.0127  0.0175
O  7.423  4.7096  8.1855  0.0003  -0.0007  -0.001
O  2.4677  10.8728  9.0682  0.041  -0.136  0.1624
O  2.0551  7.5733  8.0409  0.0002  0.001  -0.0003
O  4.0878  4.5349  8.2137  0.0041  0.0087  0.0021
O  9.8048  2.4924  8.2302  -0.0003  0.0033  -0.0036
O  2.7992  2.2652  8.055  -0.0313  -0.0663  -0.085
O  11.4335  4.6084  8.1378  0.0012  0.0034  -0.0077
O  5.5319  2.3043  7.8317  0.0135  0.0019  0.0064
O  5.7652  7.9349  8.1434  -0.0051  -0.0021  0.006
O  10.8645  10.2145  8.0507  0.0105  -0.0099  0.0277
O  11.1993  10.1227  21.8035  0  -0.0036  -0.0008
O  3.2315  10.694  21.5395  0.0006  -0.0006  -0.0001
O  5.6934  7.8425  22.2215  0.0005  0  0.0001
O  4.2142  4.4706  21.9676  0.0002  0.0008  -0.0005
O  7.6595  9.6998  22.2007  0.0002  0.001  -0.0002
O  10.3335  7.6712  22.1672  0.0034  0.0019  -0.0006
O  1.6103  2.3917  22.0951  -0.0037  0.0045  -0.0036
O  5.9274  2.4483  21.889  -0.0004  -0.0004  -0.0006
O  8.4079  4.7074  22.2104  0.0002  0.0009  -0.0007
O  -0.1114  4.4223  22.0682  0.0037  -0.0023  -0.0002
O  2.2842  7.3279  21.88  -0.0011  0.0013  -0.0066
O  9.1336  1.8976  21.8806  -0.0001  0.0001  -0.0016
Si  1.8207  7.8226  9.6098  -0.0075  -0.0138  0.0062
Si  5.0087  0.6448  17.7048  -0.0005  0.0005  0.0049
Si  2.401  5.4841  14.0913  -0.0008  0.001  0.0026
Si  10.4681  3.9015  13.994  -0.0003  0  0.0019
Si  8.2135  2.4344  15.3003  0.0068  -0.0001  0.0039
Si  9.5425  2.2427  20.3487  -0.0016  -0.0016  0.0033
Si  10.5387  3.6727  9.1166  0.0007  -0.006  -0.0016
Si  0.0742  2.2867  11.5964  -0.0006  0.004  -0.0038
Si  10.8802  8.0859  15.4894  -0.0005  0.0009  0.0042
Si  5.1235  6.9787  14.0619  -0.0013  -0.0007  0.0046
Si  5.738  2.6827  11.1926  -0.0045  0.0045  -0.008
Si  8.5415  7.6514  19.414  -0.0015  -0.0012  0.0032
Si  8.0978  4.8372  20.6211  0.0003  0.0006  0.0025
Si  5.8719  9.6363  15.2234  -0.0007  -0.0002  0.0037
Si  2.0681  7.6681  20.3081  -0.0005  0.0033  0.0016
Si  1.8566  4.9073  18.7795  0.0023  -0.0009  0.0066
Si  4.4527  3.4916  18.0512  -0.0005  -0.0006  0.0033
Si  8.4161  8.9551  16.8631  0.0015  0.0008  0.004
Si  0.7194  9.4952  13.4377  -0.0024  -0.0019  0.0022
Si  9.869  10.6285  11.7895  0.0027  0.003  -0.0027
Si  5.3271  3.7179  21.031  0.0003  -0.0003  -0.0019
Si  0.4514  5.4917  16.2952  0.0002  0.0015  0.0021
Si  10.5929  9.0802  9.1757  -0.0018  0.0064  -0.0084
Si  6.5327  8.907  21.3183  0  0.0012  0.0009
Si  7.013  7.2444  11.4854  0.0043  -0.0106  0.0054
Si  2.6195  0.7554  12.5609  -0.0071  0.0024  -0.0119
Si  10.8557  8.7162  21.0354  0.0032  -0.0018  0.0024
Si  6.0189  4.4382  15.7343  -0.0012  -0.0009  0.0024
Si  7.0323  0.546  13.0367  0.002  -0.0009  0.004
Si  4.1972  2.9389  8.5603  -0.0314  -0.0142  -0.0162
Si  0.8237  6.8613  11.9491  -0.0019  -0.0047  0.0022
Si  6.2842  9.1619  9.0918  0.019  -0.0077  -0.0093
Si  0.6495  3.2952  21.1506  0.0072  0.0031  -0.0015
Si  9.6884  6.5977  12.9083  0.0031  -0.0045  0.0025
Si  7.7375  4.6307  9.7849  0.0062  0.0014  -0.0036
Si  3.9786  10.0789  20.2116  0.0003  0.001  0.0015
Si  4.1693  3.1176  13.6593  0.0004  0.0002  -0.0014
Si  3.5542  10.1528  10.0583  -0.0331  -0.0273  -0.0104
Si  8.0226  0.8224  18.055  -0.0005  0  0.0039
O  11.4491  3.258  12.8753  0.002  -0.0024  -0.0013
O  9.3645  4.4961  9.9208  -0.0019  0.0005  0.0021
O  8.7797  3.5891  19.8576  0.0001  0.0004  -0.0016
O  4.0152  -0.0204  18.8191  0.0009  0  -0.0022
O  11.2214  4.5393  15.2837  0.0021  0.001  0.0002
O  9.7469  9.7252  10.4208  0.005  -0.0011  -0.002
O  3.6819  1.5768  13.4836  -0.0002  -0.0023  -0.0082
O  0.5669  8.9143  14.9492  0.0026  0.0023  -0.0043
O  6.4443  1.0799  18.3846  0.0007  -0.0008  -0.0023
O  4.6876  3.1858  19.6395  0.0019  0.002  0.0026
O  6.2294  1.2427  11.7919  -0.0026  -0.0046  0.0006
O  0.434  8.6595  9.7865  0.0062  0.0067  -0.0011
O  5.6246  4.3931  17.3269  0.0005  0.0005  -0.0029
O  8.3726  7.3414  12.356  -0.0007  -0.0006  0.0013
O  4.4831  2.6139  10.1345  -0.0001  -0.0044  0.0206
O  1.9374  5.7028  15.6346  -0.0015  0  -0.0009
O  3.5088  -0.1151  11.5262  -0.0152  -0.0028  -0.0337
O  5.8218  7.1821  12.5966  0.001  0.0019  -0.0035
O  2.1813  6.4089  19.2983  -0.0005  0.003  0.0019
O  0.5655  4.8479  17.7832  0.0005  0.0011  -0.0025
O  8.3898  10.8067  12.4412  -0.0027  0  0.0005
O  5.0974  10.2047  9.5176  -0.0037  0.0081  0.013
O  0.5802  8.3023  20.1888  0.005  -0.0045  0.0055
O  9.6488  2.642  14.5954  -0.0071  -0.0024  0.0041
O  1.7612  10.7268  13.5445  0.0042  0  -0.0108
O  9.8811  9.1391  16.1971  -0.0001  -0.0008  -0.0019
O  6.1061  10.3686  13.7812  0.001  0.002  -0.0031
O  7.3143  1.638  14.2103  0.0008  -0.0017  -0.0022
O  1.6272  3.9792  20.0735  -0.0063  -0.0008  0.0027
O  5.9189  5.9104  15.0307  0.0007  -0.0022  -0.0007
O  7.2852  8.9713  15.7063  -0.0014  0.0001  -0.0024
O  1.58  1.6846  11.7177  0.0108  -0.01  0.0117
O  6.8621  8.5296  10.4853  0.007  0.0001  -0.0013
O  4.2856  2.0471  17.2951  0.0014  -0.0005  -0.0009
O  7.0343  3.3304  10.458  -0.0051  -0.011  -0.0009
O  11.3466  6.9389  16.5346  0.0024  -0.0031  -0.0028
O  8.1553  10.1684  17.8772  -0.0003  0.0009  -0.0027
O  3.1339  8.5852  10.1751  0.0135  0.0401  0.0013
O  7.5478  3.8934  15.5987  0.0034  -0.0023  -0.0026
O  3.0936  4.3469  17.9059  -0.0028  0.0013  0.0003
O  2.7885  3.9522  13.7562  -0.0007  -0.0014  0.0001
O  1.3135  8.3372  12.459  -0.0014  0.0044  0.0024
O  1.1425  5.798  13.1202  -0.0003  0.0006  -0.0006
O  4.9053  8.3714  14.8869  -0.0003  0.0004  -0.002
O  11.1639  2.4031  20.3196  0.0018  0.0012  -0.0013
O  10.8471  9.93  12.8884  0.0021  0.0008  -0.001
O  5.1488  3.5824  12.4263  -0.0016  0.0001  0.0017
O  5.012  3.3797  15.0117  0.0008  -0.0015  -0.003
O  6.4662  4.7992  20.546  -0.0015  -0.0027  -0.0012
O  8.4237  1.606  16.6839  -0.0016  0.0032  -0.0078
O  10.5105  1.1517  11.4636  -0.0029  -0.003  0.0025
O  10.8144  6.7792  11.7366  -0.0026  -0.0016  0.0025
O  3.2495  8.6799  19.839  -0.0094  -0.0079  0.0015
O  1.608  6.501  10.5581  0.0009  -0.0005  -0.0024
O  7.1335  8.1221  20.052  0.0023  -0.0026  -0.0003
O  8.3942  7.6042  17.7861  0.0006  -0.0003  0.0004
O  3.6348  6.4483  13.7285  -0.0027  -0.0019  -0.0004
O  9.4916  5.0131  13.2756  0.0004  0.0038  -0.001
O  5.5246  10.0036  20.7027  0.0009  -0.0017  -0.0015
O  10.1123  7.3639  14.2623  0.0021  -0.0022  -0.0046
O  8.7882  6.1392  19.947  0.0001  0.0008  -0.0023
O  7.1117  5.9192  10.5458  -0.0018  0.0019  0.0034
O  5.2433  10.6109  16.3922  -0.0002  -0.0004  -0.0024
O  9.0382  1.1337  19.2813  0.0006  0.0007  -0.0007
O  11.6066  3.1091  10.1966  -0.0007  0.0013  0.0033
O  9.6952  8.7092  19.888  0.0042  0.0004  0.0003

Results
free energy: -153071.900 eV
free energy less fixed offsets of As -4856.12, O -568.88, Si -635.61 eV per atom: 2.990 eV

The program warned: the cutoff lies below the one the program advises for these potential files; the forces do not sum to zero within the program's tolerance; the exchange-correlation potential is rough where the density is thin.
